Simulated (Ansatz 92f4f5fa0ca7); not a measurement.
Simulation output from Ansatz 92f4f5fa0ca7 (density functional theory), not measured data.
Periodic cell of 351 atoms, Si241O110, from a study of silicon, its oxide and their interface. The atomic structure is a simulated model.
Doubt: the cutoff is far below the 930 eV that the study's wrapper takes by default for these files, so forces and energies are approximate.
This geometry differs little from another in the collection (a relaxation step or a small displacement).

Settings
functional: PBE
potential files: Ansatz PAW
basis: plane waves
wave-function cutoff: 580 eV
density cutoff ratio: 5
exchange-correlation grid ratio: 1
k mesh: 1 x 1 x 1, Gamma-centred
self-consistency stop: 5e-08 eV per atom in the density residual
occupations: fixed
spin: none
net charge: 0

Cell vectors (angstrom)
a  11.6015  0  0
b  0  13.3963  0
c  0  0  41.0872

Atoms and the computed forces on them: element, x, y, z (angstrom), force x, y, z (eV/angstrom)
Si  0  2.2327  1.1851  -0.0039  -0.067  -0.0099
Si  3.8672  2.2327  1.1851  0.0256  0.0405  -0.0036
Si  7.7343  2.2327  1.1851  -0.0286  -0.0296  -0.002
Si  1.9336  5.5818  1.1851  0.0265  -0.0706  -0.0599
Si  5.8008  5.5818  1.1851  -0.029  0.0372  -0.0771
Si  9.6679  5.5818  1.1851  -0.0177  -0.087  -0.0287
Si  0  8.9308  1.1851  0.0045  0.0517  0.0345
Si  3.8672  8.9308  1.1851  0.0095  -0.0198  0.1959
Si  7.7343  8.9308  1.1851  -0.0252  -0.0025  0.0189
Si  1.9336  12.2799  1.1851  -0.0045  -0.0064  0.0795
Si  5.8008  12.2799  1.1851  -0.0167  0.093  -0.0909
Si  9.6679  12.2799  1.1851  0.0494  0.0453  0.0248
Si  1.9336  1.1164  1.9745  -0.1514  0.1258  -0.0532
Si  5.8008  1.1164  1.9745  0.0894  -0.1763  0.0153
Si  9.6679  1.1164  1.9745  0.0372  0.0118  -0.0233
Si  0  4.4654  1.9745  0.0884  0.1729  -0.0417
Si  3.8672  4.4654  1.9745  -0.1519  -0.004  0.0252
Si  7.7343  4.4654  1.9745  0.0829  0.1678  -0.0305
Si  1.9336  7.8145  1.9745  -0.0802  -0.0575  -0.0459
Si  5.8008  7.8145  1.9745  0.1759  -0.2575  -0.0607
Si  9.6679  7.8145  1.9745  0.0416  -0.0719  -0.0544
Si  0  11.1635  1.9745  -0.1259  -0.0794  0.0033
Si  3.8672  11.1635  1.9745  0.1097  0.2152  -0.0424
Si  7.7343  11.1635  1.9745  -0.0876  -0.1042  -0.0493
Si  1.9336  1.1164  4.3426  -0.2894  0.3893  -0.1827
Si  5.8008  1.1164  4.3426  0.1216  -0.2015  -1.0495
Si  9.6679  1.1164  4.3426  0.125  -0.1905  -0.0777
Si  0  4.4654  4.3426  0.2526  0.4818  0.0755
Si  3.8672  4.4654  4.3426  -0.3619  -0.0814  -0.4424
Si  7.7343  4.4654  4.3426  0.4156  0.5586  -0.5789
Si  1.9336  7.8145  4.3426  -0.11  -0.1266  0.4223
Si  5.8008  7.8145  4.3426  0.2583  -0.4828  -0.188
Si  9.6679  7.8145  4.3426  0.0595  -0.187  0.8332
Si  0  11.1635  4.3426  -0.329  -0.1728  -0.0379
Si  3.8672  11.1635  4.3426  0.1837  0.3275  0.5412
Si  7.7343  11.1635  4.3426  -0.1276  -0.4248  0.3652
Si  0  0  36.7466  -0.0007  -0.1417  -0.2958
Si  3.8672  0  36.7466  -0.2143  0.6228  0.2226
Si  7.7343  0  36.7466  0.1361  -0.0823  0.0323
Si  1.9336  3.3491  36.7466  -0.0167  -0.1873  0.2302
Si  5.8008  3.3491  36.7466  0.177  0.1168  0.26
Si  9.6679  3.3491  36.7466  -0.2267  -0.4207  -0.483
Si  0  6.6981  36.7466  0.2044  0.1032  0.0952
Si  3.8672  6.6981  36.7466  -0.2169  0.2167  -0.1715
Si  7.7343  6.6981  36.7466  -0.1517  -0.2726  0.239
Si  1.9336  10.0472  36.7466  -0.2898  -0.254  -0.4164
Si  5.8008  10.0472  36.7466  0.3715  0.067  0.2164
Si  9.6679  10.0472  36.7466  -0.0147  0.3982  -0.069
Si  0  0  39.1148  0.054  -0.0231  0.0534
Si  3.8672  0  39.1148  -0.0628  0.2324  0.0358
Si  7.7343  0  39.1148  0.0091  0.0046  0.0028
Si  1.9336  3.3491  39.1148  0.0087  -0.0895  0.0131
Si  5.8008  3.3491  39.1148  0.0443  0.0633  -0.0113
Si  9.6679  3.3491  39.1148  -0.0918  -0.2073  0.0098
Si  0  6.6981  39.1148  0.0986  0.024  -0.0164
Si  3.8672  6.6981  39.1148  -0.1118  0.0526  0.0392
Si  7.7343  6.6981  39.1148  -0.0819  -0.1131  0.0083
Si  1.9336  10.0472  39.1148  -0.1244  -0.0824  0.0557
Si  5.8008  10.0472  39.1148  0.169  0.0924  0.011
Si  9.6679  10.0472  39.1148  -0.0063  0.1196  0.0197
Si  0  2.2327  39.9042  0.0042  0.0657  -0.0121
Si  3.8672  2.2327  39.9042  -0.0201  -0.0404  0.0735
Si  7.7343  2.2327  39.9042  0.0171  0.0257  0.043
Si  1.9336  5.5818  39.9042  -0.0233  0.0469  0.0095
Si  5.8008  5.5818  39.9042  0.0273  -0.0558  0.0414
Si  9.6679  5.5818  39.9042  0.0169  0.0892  -0.0734
Si  0  8.9308  39.9042  -0.017  -0.0514  -0.0142
Si  3.8672  8.9308  39.9042  0.0124  -0.0066  -0.0902
Si  7.7343  8.9308  39.9042  0.019  -0.0054  -0.0021
Si  1.9336  12.2799  39.9042  0.0176  0.0435  -0.0598
Si  5.8008  12.2799  39.9042  0.0181  -0.075  -0.0125
Si  9.6679  12.2799  39.9042  -0.05  -0.0268  -0.0111
Si  -4.9456  -6.2128  26.2337  0.0311  0.1286  0.1456
Si  5.6841  5.9332  30.6354  0.0346  -0.0241  -0.0388
Si  11.3085  5.836  21.9727  -0.0101  0.0076  0.0078
Si  3.9266  2.3787  32.7854  0.0074  0.0116  0.0011
Si  8.9675  3.6109  27.2528  0.0035  -0.0062  -0.0032
Si  6.5434  -2.5959  30.1626  -0.0183  -0.0676  -0.0569
Si  3.5351  0.2097  29.763  0.01  0.0119  -0.0146
Si  1.804  12.186  23.4188  -0.002  -0.0062  0.0015
Si  2.6693  11.6036  30.7673  0.0171  0.0013  0.0185
Si  4.4093  9.894  30.936  0.0776  0.0631  0.0897
Si  3.803  9.1211  33.0341  -0.0084  0.2503  0.0766
Si  9.7562  14.9156  31.7991  0.003  -0.0031  0.0036
Si  1.4841  4.1127  30.8001  -0.0012  0.0044  -0.0078
Si  5.6861  5.6862  32.944  0.01  0.0197  0.03
Si  13.4799  7.9254  29.0102  -0.0165  0.0463  0.0001
Si  7.6146  2.3802  32.4962  -0.0011  0.0117  0.0083
Si  5.7285  -0.3101  30.5051  -0.0219  0.0075  0.0191
Si  12.6243  10.1722  29.8573  -0.0362  -0.0267  -0.0106
Si  5.2126  4.2995  14.5408  -0.008  -0.0012  0.009
Si  1.5621  8.5539  26.6438  0.0055  0.0003  0.007
Si  4.2784  7.839  29.7327  0.0297  -0.0324  -0.0488
Si  -3.215  10.4833  31.719  -0.0115  -0.0003  0.0163
Si  6.7466  15.31  30.3407  -0.024  0.0227  -0.0037
Si  5.712  12.5111  32.8414  0.0161  0.022  0.0286
Si  0.2359  2.6355  32.3117  0.0136  0.0068  0.0074
Si  3.3859  -3.6259  24.7308  0.0181  0.0171  0.0029
Si  8.884  1.4821  29.4715  -0.0259  0.0227  0.0233
Si  1.9285  5.4703  32.7819  -0.014  0.0107  0.0117
Si  5.376  3.773  29.5917  -0.01  -0.0161  0.0044
Si  9.6629  5.5273  32.9077  -0.0116  -0.006  0.0156
Si  -0.7631  10.375  31.5799  -0.0227  -0.0032  0.0053
Si  0.8008  11.1875  27.7491  -0.0166  -0.0062  -0.0095
Si  7.7038  8.408  32.5173  -0.0433  -0.0029  -0.0108
Si  2.0013  12.3923  32.8898  0.0307  -0.0207  0.0529
Si  3.3552  13.0867  27.4981  0.008  0.0059  0.0239
Si  6.4152  8.6561  28.9841  0.1236  0.0304  -0.3493
Si  1.9445  1.2885  33.4422  -0.0032  -0.0038  -0.0088
Si  5.8405  1.2745  33.6462  0.0054  -0.0012  -0.0044
Si  9.7154  -0.0233  33.622  -0.0075  0.002  0.0136
Si  -0.0084  4.4962  33.7097  0.0035  0.0019  -0.0038
Si  3.8369  4.5081  33.7018  0  -0.0103  0.0117
Si  7.6554  4.4974  33.5024  0.0107  -0.0248  -0.0131
Si  1.8337  7.7845  33.3616  -0.0284  -0.0233  0.0112
Si  5.7136  7.9081  33.6785  0.0076  -0.006  0.0081
Si  9.5244  7.663  33.7873  0.0171  0.0031  -0.0013
Si  -0.1484  11.6763  33.5116  0.013  0.0153  0.0038
Si  3.8671  11.3363  33.8507  -0.0571  -0.2149  -0.294
Si  7.8752  11.8232  33.5762  0.0026  -0.0032  -0.0112
Si  1.9136  1.1334  35.8743  -0.0046  -0.0048  0.0066
Si  5.805  1.1359  35.9899  0.0073  -0.0032  0.0025
Si  9.6732  1.051  35.8607  0.006  0.0036  0.0018
Si  -0.0064  4.4572  36.0281  -0.0119  0.0039  0.0063
Si  3.8649  4.4656  36.0263  -0.0077  0.0018  0.003
Si  7.7346  4.4569  35.9048  -0.0033  0.0006  0.0073
Si  1.9144  7.8062  35.8399  -0.0058  0.0006  -0.0093
Si  5.8085  7.8279  36.0046  0.0039  -0.0013  0.0081
Si  9.6542  7.8206  36.0715  -0.0076  -0.0013  0.0126
Si  -0.0057  11.1535  35.8834  -0.002  -0.0104  0.0095
Si  3.8786  11.1889  36.1137  0.0044  -0.0553  0.1701
Si  7.7364  11.1705  35.8978  0.003  -0.0002  0.0043
Si  0.0079  -0.0273  5.1359  0.0079  -0.0045  -0.0068
Si  3.8637  0.1069  5.1373  -0.0007  -0.0137  -0.0144
Si  7.7265  -0.0094  5.0939  0.0057  0.0005  -0.0078
Si  1.9205  3.3848  5.1938  -0.0003  0.0003  0.0036
Si  5.8236  3.3489  4.8961  0.0067  -0.0053  0.0125
Si  9.6707  3.3664  5.0348  -0.0035  0.0142  -0.0031
Si  0.0161  6.7029  5.2776  -0.0103  -0.0015  -0.0031
Si  3.871  6.673  5.1018  -0.0088  0.0014  -0.0022
Si  7.7611  6.665  5.2669  0.0035  0.0008  -0.0056
Si  1.9384  10.0761  5.0846  0.001  -0.0012  -0.0029
Si  5.767  9.9907  5.1589  0.0001  0.0028  -0.0123
Si  9.6493  10.0318  5.2043  0.0025  -0.0006  -0.0001
Si  -0.0047  -0.181  7.5009  -0.0012  -0.001  0.0148
Si  3.8475  1.5994  7.0277  0.0145  0.0293  0.0566
Si  7.8938  0.0056  7.421  -0.0101  -0.0136  -0.0007
Si  1.9427  2.908  7.5534  0.007  0.0136  -0.0198
Si  5.7288  3.0728  7.1329  0.0083  -0.0059  -0.0501
Si  9.6965  3.3912  7.3405  0.0208  -0.0095  0.0105
Si  0.1815  6.7997  7.8188  0.0105  -0.0037  -0.0041
Si  4.2636  6.7184  7.4263  -0.0179  0.0042  0.0088
Si  7.8799  6.3642  7.7633  -0.0034  0.0067  0.0028
Si  1.9171  10.3166  7.3989  0.0089  -0.0064  -0.0146
Si  5.534  8.8231  7.2589  0.0099  0.0013  0.0202
Si  9.4895  9.9479  7.6324  0.0087  0.0085  -0.0009
Si  -0.1746  2.0237  8.0671  -0.0159  0.0245  0.019
Si  4.0369  0.3602  8.8757  0.0159  -0.0065  -0.0544
Si  9.669  3.8442  10.7879  -0.0064  -0.0137  -0.0108
Si  -0.1112  2.2816  10.3856  0.0018  -0.0068  -0.0095
Si  2.35  6.6715  8.9334  0.0072  -0.0344  -0.0363
Si  9.9005  5.345  8.6437  -0.0088  -0.0014  -0.0008
Si  -0.2706  8.7944  12.3989  0.0235  0.0224  -0.0619
Si  5.2917  11.0583  9.924  0.0246  0.0155  0.0021
Si  7.5484  8.6173  8.4638  -0.0082  -0.0082  -0.0027
Si  2.0161  12.4309  8.4605  -0.0407  0.0081  0.0191
Si  6.2005  12.9126  8.9211  0.014  0.0002  0.0085
Si  9.6404  12.1794  8.4018  0.003  -0.0059  -0.0055
Si  0.0995  0.0824  13.793  0.0198  0.0012  -0.0108
Si  5.1052  0.4673  11.9499  0.0099  0.0306  0.0135
Si  4.1385  -3.1633  13.3684  0.0023  0.0008  -0.0187
Si  5.8265  5.1353  8.2043  0  -0.0001  -0.0021
Si  4.7452  8.2437  11.7694  0.0096  -0.0004  -0.0042
Si  11.6247  9.135  8.384  -0.0103  0.0116  0.0398
Si  -3.8512  15.6665  8.0067  -0.011  0.0128  -0.0032
Si  2.4004  5.3588  10.9519  -0.0028  0.0048  0.0159
Si  3.2524  8.8631  18.8534  -0.0005  -0.0018  0.0014
Si  -2.2709  12.4571  10.7957  0.0053  0.0151  -0.016
Si  7.2309  13.823  10.8078  -0.0099  -0.0211  -0.0072
Si  11.5089  13.5348  11.4287  0.0056  0.0135  -0.01
Si  2.0636  3.1997  10.0893  0.0033  -0.0086  0.0236
Si  8.8878  3.7741  18.1356  -0.0107  -0.0016  0.0072
Si  10.6276  1.9816  25.2189  -0.0016  0.0032  -0.0023
Si  -1.219  8.1678  17.9638  -0.0043  -0.0034  0.0037
Si  3.8352  -1.5226  11.6306  -0.0147  -0.0071  0.0062
Si  5.6326  4.0579  10.3262  0.0239  0.0099  -0.0055
Si  -1.7686  4.1415  13.182  0.0069  0.0139  -0.0161
Si  1.5629  6.7572  17.7839  0.0048  0.0017  0.0021
Si  12.4954  9.659  10.5678  -0.0254  -0.0112  0.0125
Si  -3.0388  10.332  11.8252  -0.0123  -0.0079  0.0059
Si  7.6388  16.128  10.3141  -0.0026  0.0146  0.0077
Si  12.4755  5.8039  12.7952  0.0197  0.0071  -0.0052
O  7.4573  -4.2091  15.1248  0.0019  0.0009  -0.0037
O  24.1079  -11.3042  17.5389  -0.0022  -0.0013  0.0143
O  8.1266  15.3506  21.9018  -0.0014  -0.0043  0.004
O  12.1203  7.1454  21.4028  0.0014  -0.0015  0.0034
O  -2.5875  9.4981  26.7233  0.0793  0.034  -0.0662
O  15.2167  8.5406  23.6774  -0.0005  -0.0057  0.003
O  19.5062  10.932  13.2142  0.0006  0.0068  0.0146
O  -4.1162  1.3164  13.862  -0.0025  0.0013  0.0001
O  -2.0049  20.8591  19.2126  0.004  0.0065  -0.0022
O  0.568  15.8138  24.9956  -0.0053  -0.0014  0.0093
O  10.0351  10.3691  22.4371  0.0027  0.004  0.0115
O  25.7189  21.8668  20.264  0.0009  0.0007  0.0031
O  6.9571  9.3402  20.2747  0.0005  -0.001  0.0032
O  -4.251  3.5637  27.0406  -0.0091  0.0032  0.0025
O  -2.6755  -12.5593  15.9846  0.0024  -0.0088  0.0059
O  9.6565  -10.2975  25.872  0.0038  -0.0062  0.0025
O  -8.8668  16.6605  20.3326  -0.0087  0.0013  -0.0031
O  16.1033  11.9807  27.1059  0.0115  -0.0056  0.012
O  9.867  -1.636  16.7911  0.0045  0  -0.0016
O  1.6542  3.3965  15.3091  -0.0043  -0.0088  0.0005
O  7.0919  8.6564  17.685  -0.0023  0.001  0.0057
O  -20.6527  8.055  17.6168  0.0002  0.0002  0.0025
O  0.2001  12.1113  23.1844  0.0038  -0.0042  -0.0009
O  -0.7465  23.1046  18.2669  0.0021  0.0033  0.0007
Si  -0.6093  19.2435  27.354  0.0045  -0.0007  0.0021
Si  5.4672  24.9401  25.8859  0.0501  -0.0192  -0.0406
Si  4.5078  0.6094  16.6486  0.0105  -0.0041  -0.006
Si  18.6088  1.1278  18.3975  0.0021  0.0017  0.0018
Si  -4.8937  -4.1028  10.6409  -0.0216  -0.0069  -0.0057
Si  1.6029  1.9511  16.0638  0.0015  0.0029  -0.0012
Si  -5.308  0.6498  24.1136  -0.0093  -0.0319  0.0125
Si  1.5667  11.9437  10.7016  0.0053  -0.0087  -0.0106
Si  4.6788  19.1483  11.7754  -0.0219  -0.0111  0.0043
Si  0.848  -7.3482  24.782  -0.007  -0.002  -0.0008
Si  7.0686  10.6686  14.5816  0.0026  -0.0061  0.014
Si  5.8245  14.6698  13.9564  -0.015  -0.0103  -0.0257
Si  6.6176  1.5617  21.3387  0.0048  -0.0031  0.002
Si  14.5685  21.9795  10.1709  0.0076  0.0187  0.0134
Si  -11.3442  12.9104  19.5554  -0.0031  -0.009  0.0027
Si  23.2111  2.3055  18.9095  -0.0037  0.0053  0.0054
Si  -0.3707  10.9954  17.3127  0.0054  -0.0033  0.0002
Si  15.0399  16.0344  30.4445  0.0015  0.0013  -0.0086
Si  3.3528  18.727  22.9858  0.0035  0.0032  -0.0008
Si  8.0179  5.1715  15.4769  -0.0146  -0.0046  0.0092
Si  9.0261  14.664  14.408  -0.0033  -0.0124  0.0199
Si  -0.3401  8.2469  32.3799  0.0368  -0.0058  0.0174
Si  13.5689  6.9856  20.6731  0.0001  0.0003  0.0026
Si  -3.8363  7.2344  30.4461  -0.0283  -0.0374  0.0349
Si  0.455  5.9334  29.4583  -0.008  -0.027  0.0156
Si  4.1838  2.2357  25.6251  -0.0032  -0.0119  -0.0087
Si  -2.6991  27.7868  23.0034  -0.0014  -0.0089  0.0054
Si  -10.4424  23.9318  14.5781  0.0108  0.0103  0.0079
Si  -5.4221  -4.0707  18.8412  0.0032  -0.0018  0.004
Si  -4.507  -5.2175  21.4189  0.0072  -0.001  0.0101
Si  3.9095  23.2577  8.5103  0.014  -0.0323  -0.0071
Si  2.3437  18.2649  15.3728  0.0021  0.0046  0.0003
Si  13.2933  15.2581  23.9493  0.0059  -0.0063  0.0029
Si  16.5859  7.6287  23.6203  0.007  0.0036  0.0045
Si  -2.4648  9.4636  23.4339  0.0005  -0.0076  -0.0023
Si  10.5728  -1.5262  22.157  0.0028  -0.0186  0.0098
Si  -10.4268  -10.3015  20.9301  0.0014  0.008  0.0153
Si  -3.3224  10.7451  25.9617  -0.013  -0.0073  0.0436
Si  8.5572  12.7161  16.5457  -0.0063  -0.0017  -0.0038
Si  4.103  15.4749  10.517  -0.0266  0.0102  0.021
Si  17.4633  4.2379  27.3097  0.0108  0.0116  0.0368
Si  15.5648  16.1829  21.3286  0.0111  0.0045  0.0082
Si  -1.6595  -13.7797  27.1955  -0.0249  -0.0394  -0.0249
Si  3.0808  -0.2014  20.877  0.0054  -0.0078  0.0055
Si  7.874  8.2036  16.3362  -0.0047  0.0078  -0.0008
Si  21.0679  21.499  25.9852  -0.0503  0.0031  -0.014
Si  8.8808  -7.1415  20.0728  -0.0064  0.0038  0.0044
Si  4.3038  11.6153  18.5509  -0.0002  -0.0033  0.0021
Si  -1.3793  -20.1608  30.8808  -0.0076  0.0027  -0.0214
O  -8.8336  10.201  14.3425  -0.0023  -0.0054  0.0036
O  8.2355  7.0273  25.8162  -0.0305  0.0771  0.0658
O  13.3116  13.4937  20.032  0.0013  0.0042  0.0022
O  -10.7979  12.0091  13.9806  -0.0009  -0.003  0.0072
O  -0.4674  -1.4519  20.6344  0.0024  0.0003  0.0043
O  -14.1325  12.1331  26.1595  0.0096  -0.0134  0.044
O  1.9302  5.7985  14.0791  -0.0056  -0.0049  0.0035
O  0.2855  5.2387  26.1001  0.0027  0.0017  0.0024
O  4.8377  -2.9428  24.8794  0.0182  0.0304  0.0599
O  9.9988  8.5306  24.4817  -0.0256  -0.0079  0.0193
O  -0.3096  -7.4321  23.6076  0.0026  -0.0024  -0.0012
O  23.231  7.2174  17.5718  -0.0009  0.002  -0.0001
O  16.221  3.5524  26.4827  -0.0139  -0.0052  -0.0076
O  13.593  0.2517  24.1217  -0.004  0.001  0.0025
O  13.3921  -7.2599  19.2793  0.0026  -0.0036  0.0067
O  -5.587  40.7605  22.5037  0.0048  0.0019  0.0039
O  2.703  -14.6523  22.0555  0.0017  0.003  0.0013
O  13.8788  10.8855  24.2784  0.0032  0.0074  0.0057
O  -6.0184  16.2083  21.0179  0.0003  -0.0015  0.001
O  -10.8401  14.3931  15.0122  0.0007  0.0027  0.0083
O  1.2955  2.2297  22.3798  -0.0006  0.0049  -0.0155
O  -15.4432  13.1588  17.8928  -0.0005  -0.0008  0.0067
O  -0.6602  14.2379  19.2872  0.0022  0.0008  0.0009
O  -12.5522  0.7355  26.2626  0.0014  0.0075  0.0086
O  3.6486  27.9728  21.5235  -0.0026  -0.0004  0.0051
O  13.4703  18.9964  16.7249  -0.0042  0.0026  0.0089
O  6.6127  4.3712  15.3469  0.0123  0.0042  -0.0014
O  14.7299  1.4196  16.3419  0.0003  -0.0016  0
O  -4.7961  10.9744  26.5907  0.0091  0.0336  -0.0489
O  -0.5668  12.0545  27.8929  -0.01  0.0135  -0.0015
O  17.0454  24.0542  14.3086  0.0015  -0.0021  0.0074
O  8.1779  23.8229  24.3564  0.0017  0.0052  -0.0087
O  -5.8956  21.4446  22.232  0.0047  -0.0002  0.0008
O  5.9787  5.803  26.7938  0.051  0.0498  -0.0282
O  5.3462  0.4207  15.2656  -0.0057  -0.0073  0.0161
O  21.7824  1.7229  23.6649  -0.0026  -0.0062  0.0057
O  15.7975  12.5332  19.8963  -0.002  0.0024  0.0068
O  -15.6824  11.8519  15.612  0.0097  0.007  0.0002
O  12.078  25.4625  18.1932  0.001  0.0024  0.0032
O  -0.2032  31.4319  13.2401  -0.0055  -0.003  0.0069
O  -1.0044  34.2058  26.9415  -0.0049  -0.0015  0.0015
O  3.6283  27.822  26.5828  0.0066  0.0205  -0.0002
O  -15.3547  -10.8729  18.2504  -0.0001  -0.0029  0.0031
O  -6.4638  16.1601  14.0165  0.0015  -0.0014  -0.0011
O  -17.6574  1.9095  24.7903  0.0086  -0.0039  0.0071
O  9.7304  9.1884  12.1865  0.0154  -0.013  0.0102
O  3.138  10.4659  18.5911  0.0013  0.0019  0.0034
O  -1.566  0.0611  13.9173  -0.0098  -0.001  0.0091
O  6.6099  8.3443  27.373  -0.1566  -0.1851  0.2186
O  3.956  18.0606  15.5022  0.0085  -0.0009  0.0018
O  35.4506  10.5067  16.1283  -0.0103  0.0017  0.0112
O  -5.8435  24.2609  18.4794  0.0026  -0.0004  0.003
O  -6.0692  28.1504  17.6941  -0.002  0.0006  0.0042
O  7.4599  6.7814  20.6672  0.0013  0.001  0.0017
O  -7.7847  -9.5574  22.5607  0.0002  -0.0056  0.0023
O  13.5313  12.2926  27.2261  -0.0224  -0.0117  -0.0013
O  -10.9921  9.9278  26.6752  0.001  0.0023  0.0168
O  14.6191  2.5754  24.5628  -0.0015  0.0015  0.0097
O  9.0348  0.2031  28.4297  0.0354  -0.0314  -0.026
O  22.0035  16.7228  18.5212  0.0114  -0.0049  0.0012
O  7.5653  6.6774  15.8914  0.0005  -0.008  -0.0035
O  4.8203  -4.9708  18.9499  0.0004  0.0002  0.0013
O  8.486  4.9678  19.1664  -0.0029  -0.001  -0.0007
O  -2.1636  16.1658  28.583  0.0083  0.0048  -0.0004
O  2.1624  5.3476  24.1092  0.0035  -0.0016  0.0044
O  0.4977  17.8966  21.4477  0.0074  -0.0144  -0.0031
O  -5.8236  -0.6439  24.8771  -0.0203  -0.0337  0.0122
O  -2.1339  8.2799  16.6224  0.008  -0.0004  0.0039
O  7.9059  27.5507  24.2803  -0.0043  0.0012  -0.0068
O  16.2556  6.0389  23.6344  -0.0072  -0.0059  0.0034
O  -4.8118  0.7537  19.9606  0.001  0.0056  0.0111
O  21.3336  2.6803  13.9804  0.0092  0.0235  -0.0044
O  -0.0291  7.1685  12.5734  -0.01  -0.0154  0.0086
O  -2.7416  5.16  14.0603  -0.0001  -0.0059  0.0068
O  -1.7863  5.8237  21.3433  0.008  -0.0049  0.0092
O  12.8005  7.5537  25.357  -0.0021  -0.0021  -0.0017
O  8.2737  -18.2904  22.4735  0.0027  0.0075  0.0006
O  15.7066  -0.861  17.2295  -0.0018  0.005  0.0003
O  8.8914  -22.3829  16.627  0.0059  0.0006  -0.0079
O  16.746  18.7513  13.3142  0.0181  -0.0002  0.0046
O  -17.29  7.8133  24.936  0.005  -0.0078  0.0189
O  -2.2122  12.9805  22.3404  -0.0057  0.0127  0.0111
O  2.9822  6.1928  21.6504  -0.0021  0.0008  0.0041
O  11.8686  9.4202  13.8094  -0.0127  -0.0063  0.0157
O  -2.0644  5.1088  27.5105  -0.0036  0.0027  0.0107
O  3.0317  9.1531  26.2013  0.0013  0.0122  -0.0042

Results
free energy: -215750.724 eV
free energy less fixed offsets of O -568.88, Si -635.61 eV per atom: 8.086 eV

The program warned: the cutoff lies below the one the program advises for these potential files; the exchange-correlation potential is rough where the density is thin.
